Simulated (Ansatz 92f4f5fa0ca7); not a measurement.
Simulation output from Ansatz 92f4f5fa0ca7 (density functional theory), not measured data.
Periodic cell of 216 atoms, Si133O81H1N1, from a study of silicon, its oxide and their interface. The atomic structure is a simulated model.
Doubt: the cutoff is far below the 930 eV that the study's wrapper takes by default for these files, so forces and energies are approximate.
This geometry differs little from another in the collection (a relaxation step or a small displacement).

Settings
functional: PBE
potential files: Ansatz PAW
basis: plane waves
wave-function cutoff: 580 eV
density cutoff ratio: 5
exchange-correlation grid ratio: 1
k mesh: 1 x 1 x 1, Gamma-centred
self-consistency stop: 5e-08 eV per atom in the density residual
occupations: fixed
spin: none
net charge: 0

Cell vectors (angstrom)
a, 10.938, 0, 0
b, 0, 10.938, 0
c, 0, 0, 31.5826

Atoms: element, x, y, z (angstrom)
Si, 0.4441, -0.5331, 24.2487
Si, 4.7103, 0.4844, 24.0589
Si, 3.1641, 2.4035, 24.0778
Si, 7.7176, 3.2089, 24.1531
Si, -0.7292, 6.2072, 24.3082
Si, 5.9506, 4.9592, 24.3588
Si, 2.0102, 8.5356, 24.1617
Si, 8.6674, 8.1325, 24.2313
Si, 1.3714, 1.3934, 25.303
Si, 6.6795, 1.3657, 25.2702
Si, 4.1367, 4.0429, 25.5351
Si, 9.4657, 4.2096, 25.3707
Si, 1.2056, 6.839, 25.5403
Si, 6.8554, 6.9391, 25.3242
Si, 3.9126, 9.5693, 25.3014
Si, 9.638, 9.6611, 25.6561
Si, 2.6743, 0.0291, 26.7856
Si, 8.1181, 0.0909, 26.7654
Si, -0.0296, 2.7772, 26.6951
Si, 5.4768, 2.6788, 26.8583
Si, 2.7126, 5.4696, 26.7842
Si, 8.1552, 5.5569, 26.8098
Si, -0.0206, 8.2237, 26.9513
Si, 5.4065, 8.2549, 26.6933
Si, 4.1018, 1.3673, 28.1643
Si, 9.5708, 1.3673, 28.1643
Si, 1.3673, 4.1018, 28.1643
Si, 6.8362, 4.1018, 28.1643
Si, 4.1018, 6.8362, 28.1643
Si, 9.5708, 6.8362, 28.1643
Si, 1.3673, 9.5708, 28.1643
Si, 6.8362, 9.5708, 28.1643
Si, 0, 0, 29.5316
Si, 5.469, 0, 29.5316
Si, 2.7345, 2.7345, 29.5316
Si, 8.2035, 2.7345, 29.5316
Si, 0, 5.469, 29.5316
Si, 5.469, 5.469, 29.5316
Si, 2.7345, 8.2035, 29.5316
Si, 8.2035, 8.2035, 29.5316
Si, 1.3673, 1.3673, 30.8988
Si, 6.8362, 1.3673, 30.8988
Si, 4.1018, 4.1018, 30.8988
Si, 9.5708, 4.1018, 30.8988
Si, 1.3673, 6.8362, 30.8988
Si, 6.8362, 6.8362, 30.8988
Si, 4.1018, 9.5708, 30.8988
Si, 9.5708, 9.5708, 30.8988
Si, 2.7345, 0, 0.6835
Si, 8.2035, 0, 0.6835
Si, 0, 2.7345, 0.6835
Si, 5.469, 2.7345, 0.6835
Si, 2.7345, 5.469, 0.6835
Si, 8.2035, 5.469, 0.6835
Si, 0, 8.2035, 0.6835
Si, 5.469, 8.2035, 0.6835
Si, 4.1018, 1.3673, 2.0507
Si, 9.5708, 1.3673, 2.0507
Si, 1.3673, 4.1018, 2.0507
Si, 6.8362, 4.1018, 2.0507
Si, 4.1018, 6.8362, 2.0507
Si, 9.5708, 6.8362, 2.0507
Si, 1.3673, 9.5708, 2.0507
Si, 6.8362, 9.5708, 2.0507
Si, 0, 0, 3.418
Si, 5.469, 0, 3.418
Si, 2.7345, 2.7345, 3.418
Si, 8.2035, 2.7345, 3.418
Si, 0, 5.469, 3.418
Si, 5.469, 5.469, 3.418
Si, 2.7345, 8.2035, 3.418
Si, 8.2035, 8.2035, 3.418
Si, 1.4073, 1.3307, 4.7287
Si, 6.8637, 1.3351, 4.8174
Si, 4.2358, 4.0129, 4.6946
Si, 9.6108, 4.0924, 4.7869
Si, 1.398, 6.8511, 4.9058
Si, 6.8145, 6.8716, 4.6927
Si, 4.0853, 9.5476, 4.8973
Si, 9.6596, 9.4551, 4.7733
Si, 2.6339, -0.0082, 6.2675
Si, 8.2698, -0.1099, 6.0434
Si, 0.1486, 2.7586, 6.0933
Si, 5.5632, 2.744, 6.2311
Si, 2.9715, 5.4194, 6.0226
Si, 8.1768, 5.5082, 6.0045
Si, -0.0133, 8.21, 6.4422
Si, 5.565, 8.1712, 6.2224
Si, 3.6957, 1.7952, 7.3544
Si, 9.9753, 1.0101, 7.1538
Si, 2.0786, 3.6367, 7.2106
Si, 6.672, 4.4827, 7.475
Si, 4.7627, 6.2554, 7.3719
Si, 8.9228, 7.2373, 7.4042
Si, 0.7088, 10.2309, 7.664
Si, 7.4208, 9.0903, 7.4156
N, 7.7535, 4.0302, 8.8944
O, 7.4168, 9.3238, 9.0718
O, 8.4997, 6.7146, 8.9745
O, 0.7952, 10.2029, 9.3563
O, 4.0507, 1.3511, 8.9296
O, 1.9855, 4.3375, 8.7216
O, 9.2375, 1.6546, 8.483
O, 4.0961, 6.7956, 8.7881
O, 8.6001, 8.9956, 22.7478
O, 8.2839, 2.8089, 22.6283
O, 5.0996, 5.2115, 22.9677
O, 8.0878, 2.8487, 19.9605
O, 10.8405, 10.5083, 22.6728
O, -0.457, 6.3259, 22.6573
O, 1.8531, 7.861, 22.6044
O, 4.6132, -0.054, 22.4671
Si, 8.8261, 5.2396, 9.6082
Si, 0.3359, 10.3273, 10.9302
Si, 4.3507, 7.0715, 10.3596
Si, 1.9245, 9.9816, 16.2249
Si, -4.6867, 6.4444, 14.9991
Si, 1.9095, 3.1721, 18.4505
Si, 14.214, 6.5559, 14.2806
Si, 5.4384, 0.1267, 21.0702
Si, 3.8371, -0.0786, 13.9447
Si, 5.3149, 0.9791, 9.8826
Si, 8.0678, 2.3605, 9.349
Si, 0.3866, 12.6591, 16.3458
Si, 0.9547, 6.6579, 21.8979
Si, 4.6828, 1.6985, 18.5443
Si, 7.9865, 1.8847, 21.3136
Si, 2.7414, 8.7976, 12.2683
Si, 6.8771, 3.867, 19.4606
Si, 6.1879, -4.6422, 17.9153
Si, 4.2599, 2.4713, 12.3775
Si, 10.3414, 2.2699, 11.2892
Si, 5.1661, 5.4606, 21.3856
Si, -1.8085, -3.9622, 14.1769
Si, 2.7593, 8.7199, 18.6181
Si, -4.5102, 3.5611, 14.2004
Si, 2.8892, 4.9095, 11.8244
Si, 11.7568, 4.4557, 9.8252
Si, 5.4452, -2.688, 20.1367
Si, 10.3816, 8.3572, 16.5405
Si, 2.547, 3.9992, 21.3246
Si, -1.8333, 4.4079, 12.6907
Si, 8.9695, 10.953, 15.3523
Si, 10.9858, 8.4006, 19.5688
Si, 6.5267, 9.2021, 10.4399
Si, -1.4143, 10.037, 21.8212
Si, -4.875, 0.8207, 15.8194
Si, 8.8535, 9.555, 12.5054
Si, 3.0736, 5.927, 17.3959
O, 0.1928, 0.8926, 11.5653
O, 2.8579, 5.2367, 13.4176
O, 8.7431, 2.2115, 10.8514
O, 6.2171, 4.8291, 15.1823
O, 3.9041, 4.6797, 20.699
O, 2.8405, 2.8913, 22.502
O, -9.8781, 0.2946, 16.7543
O, 4.1892, 5.6646, 11.1675
O, 5.2022, 1.7206, 11.308
O, 2.4681, 18.1044, 18.2428
O, 10.2897, 3.2582, 12.6003
O, 5.1667, 7.0862, 21.2443
O, 4.5571, 0.6523, 19.7989
O, 3.1756, 8.0577, 10.8911
O, -4.5796, 2.262, 15.1417
O, 2.5505, -0.5489, 14.7995
O, 1.7288, 3.3197, 20.0803
O, 8.7158, 5.0886, 11.2384
O, 5.3244, 0.9522, 17.251
O, 11.4692, 7.0616, 20.3765
O, -1.1231, 1.3649, 15.7681
O, 6.5296, 7.0166, 16.4967
O, 1.3676, -1.3653, 11.9207
O, 6.4613, 1.3389, 21.4159
O, -3.772, 5.0143, 18.3009
O, -2.0339, -0.229, 13.7029
O, -1.1639, 9.7507, 11.1663
O, 9.9276, -1.6926, 20.4598
O, 10.4268, 5.1622, 9.209
O, 12.4, 5.2753, 11.0933
O, -5.5795, 10.3231, 10.1863
O, 5.8235, 7.7316, 10.5957
O, 0.5455, 2.5816, 17.7508
O, 2.2227, 4.6156, 17.7744
O, 1.7377, 5.2372, 21.9922
O, 0.9874, 8.648, 16.0906
O, -4.7864, -1.3264, 20.7221
O, 7.3585, 9.4628, 11.8322
O, 3.0774, 3.3017, 11.6367
O, 15.8146, 6.9373, 14.2769
O, 6.5015, 4.7657, 20.7777
O, -9.7553, 13.4868, 15.1894
O, -1.2027, 16.5122, 13.6238
O, -3.439, -4.0164, 14.0926
O, -1.3855, -1.2593, 16.1451
O, 10.2868, 8.0129, 18.1363
O, 9.482, 8.2152, 13.1946
O, 3.5771, 12.3689, 13.4104
O, -3.111, 3.6968, 13.3925
O, 5.6418, 2.9543, 18.9309
O, 4.0029, -2.1524, 19.631
O, 6.6952, 1.5005, 9.174
O, -3.4469, 0.1104, 15.9985
O, 6.3423, 7.5328, 18.98
O, 12.3302, 9.305, 19.2963
O, 2.8653, 6.2653, 15.8157
O, 2.4953, 7.779, 13.5257
O, 8.8757, 0.5186, 21.3075
O, -7.8268, 9.6083, 17.2899
O, 3.9366, 9.833, 12.6846
O, 4.6468, 5.7423, 17.8165
O, 5.2096, 3.5402, 13.1375
O, 3.1844, 2.189, 18.1555
O, 11.2859, 2.9454, 10.1643
O, 5.1909, -0.1323, 14.828
O, -1.1834, 7.1247, 15.6756
H, -10.2323, 13.6712, 14.3555

Results
free energy: -131015.305 eV
free energy less fixed offsets of H -15.97, N -385.13, O -568.88, Si -635.61 eV per atom: 1.205 eV

Forces (eV/angstrom), in the order of the atoms: element, x, y, z
Si, 0.0328, -0.0266, -0.051
Si, -0.0598, 0.061, -0.0607
Si, 0.0413, -0.0118, 0.0177
Si, -0.1103, -0.001, 0.0215
Si, -0.0135, 0.2231, -0.2356
Si, 0.0924, 0.0244, -0.0544
Si, 0.015, 0.0526, -0.0359
Si, -0.1189, -0.1385, -0.1069
Si, 0.0172, 0.0655, -0.0142
Si, 0.0378, -0.0151, 0.0465
Si, -0.0785, -0.0144, 0.0166
Si, -0.0174, -0.0872, 0.0428
Si, 0.0325, -0.0545, 0.0418
Si, 0.0588, 0.112, -0.0065
Si, -0.0401, -0.0649, 0.0205
Si, 0.0439, -0.0041, -0.0378
Si, 0.0267, -0.0061, 0.003
Si, -0.0683, -0.0088, -0.0431
Si, 0.0015, -0.023, 0.0022
Si, 0.0248, 0.0051, -0.0433
Si, 0.0043, 0.0179, -0.0394
Si, -0.0442, -0.0343, -0.0123
Si, 0.0161, -0.0152, -0.0399
Si, 0.001, -0.0414, 0.0081
Si, -0.188, -0.467, 0.3322
Si, -0.1516, 0.4395, -0.4999
Si, -0.1957, -0.1264, -0.3502
Si, 0.036, 0.1234, 0.0931
Si, -0.0004, 0.1886, -0.4714
Si, -0.3223, -0.1885, 0.8048
Si, 0.2346, 0.3866, 0.6976
Si, -0.3305, 0.1072, -0.538
Si, 0.0677, -0.0798, 0.0042
Si, -0.126, -0.0983, 0.0539
Si, -0.0108, -0.0796, -0.0239
Si, 0.1746, 0.1095, 0.0353
Si, -0.0868, -0.0602, 0.0235
Si, -0.0031, -0.0767, -0.0236
Si, 0.0925, 0.0971, 0.0482
Si, 0.0314, -0.1316, 0.0084
Si, -0.0375, 0.0584, 0.0023
Si, -0.018, 0.0211, -0.0567
Si, -0.0293, 0.05, 0.002
Si, -0.0093, 0.0304, -0.0077
Si, -0.022, -0.0132, -0.0542
Si, -0.0241, 0.0612, 0.0156
Si, 0.0461, -0.0237, 0.0026
Si, -0.0646, 0.0597, -0.0031
Si, 0.0613, -0.0835, -0.0261
Si, -0.0209, 0.0473, 0.0034
Si, -0.0047, -0.0144, 0.0361
Si, 0.0615, -0.0631, 0.0199
Si, -0.0172, 0.044, 0.0054
Si, 0.1263, -0.1171, -0.0197
Si, 0.0372, -0.058, 0.0102
Si, -0.0573, -0.0055, 0.0457
Si, -0.1317, 0.0337, -0.0757
Si, -0.0703, -0.0633, 0.0144
Si, 0.0914, 0.0854, 0.0416
Si, 0.0367, 0.2168, -0.0665
Si, -0.0315, -0.1527, 0.0082
Si, -0.1049, 0.0594, -0.0544
Si, -0.0115, 0.1197, -0.033
Si, 0.1049, 0.0239, 0.0226
Si, 0.0344, -0.3389, -0.2232
Si, -0.2942, -0.0777, 0.584
Si, 0.3912, -0.2771, -0.4413
Si, 0.1073, -0.1089, 0.2379
Si, 0.2627, 0.3427, 0.4357
Si, 0.1812, 0.0337, -0.8568
Si, -0.0672, 0.0429, 0.621
Si, 0.3525, -0.0415, -0.5401
Si, -0.001, -0.0268, 0.0068
Si, -0.0311, 0.0188, 0.0212
Si, -0.0209, -0.0428, 0.0063
Si, 0.0303, -0.0186, 0.0416
Si, -0.0243, -0.0144, 0.0099
Si, -0.0161, -0.0409, 0.062
Si, 0.0076, 0.021, 0.0232
Si, 0.02, 0.0008, -0.0425
Si, -0.0299, 0.0047, 0.0226
Si, -0.0197, 0.0171, 0.018
Si, -0.0223, 0.1077, -0.0328
Si, -0.0437, -0.0736, -0.0233
Si, 0.0094, 0.0834, -0.0242
Si, -0.0129, 0.019, -0.0357
Si, 0.0199, 0.0532, 0.0348
Si, 0.006, -0.0069, -0.0286
Si, -0.0181, 0.0685, -0.0406
Si, -0.0083, -0.0085, 0.1738
Si, 0.0205, -0.088, 0.1213
Si, 0.0123, 0.0814, -0.0187
Si, -0.0015, -0.0166, -0.036
Si, -0.0376, 0.0642, -0.0994
Si, -0.0144, -0.0173, -0.088
Si, 0.087, -0.0596, -0.0075
N, 0.0771, -0.0761, 0.0952
O, -0.0307, 0.0014, 0.0404
O, -0.0116, -0.0471, 0.0875
O, -0.0166, 0.0099, 0.0696
O, 0.0242, -0.0142, 0.0164
O, -0.0589, -0.0425, -0.0707
O, 0.0223, -0.0565, -0.0762
O, -0.0077, 0.0008, 0.0765
O, 0.0346, 0.0699, 0.0286
O, 0.012, -0.0029, -0.0319
O, 0.0052, -0.0327, 0
O, 0.0072, -0.0029, 0.0041
O, 0.0045, -0.0106, 0.057
O, 0.143, -0.0063, 0.1798
O, -0.0023, -0.0304, -0.0135
O, 0.0384, -0.004, 0.0106
Si, -0.0304, 0.0335, -0.0939
Si, 0.0215, -0.0002, -0.061
Si, -0.0007, 0.0026, -0.0431
Si, 0.013, -0.0205, 0.0102
Si, 0.0261, -0.0323, -0.0024
Si, 0.0178, -0.0022, 0.0059
Si, 0.0025, -0.0036, -0.002
Si, -0.0228, 0.0006, 0.0579
Si, 0.0114, 0.016, -0.0138
Si, -0.0191, 0.0259, -0.0755
Si, -0.0057, 0.0371, -0.0846
Si, 0.0132, 0.0076, 0.0083
Si, -0.1357, -0.0783, 0.0973
Si, 0.004, 0.0016, 0.0064
Si, 0.0338, -0.0437, 0.0312
Si, -0.0233, 0.0016, 0.0022
Si, -0.0107, 0.0134, -0.0024
Si, 0.0063, 0.0022, 0.0038
Si, -0.012, 0.0116, 0.0415
Si, 0.0169, -0.0083, 0.0015
Si, -0.0167, -0.0029, 0.056
Si, -0.0099, -0.0011, 0.0037
Si, 0.0109, 0.0165, 0.0287
Si, 0.006, 0.0334, -0.0082
Si, 0.0114, -0.0085, 0.0169
Si, 0.0313, 0.0165, -0.0698
Si, 0.0053, 0.0163, -0.0107
Si, -0.0047, -0.0234, 0.0081
Si, -0.0426, 0.0431, 0.1454
Si, -0.0256, -0.0097, -0.0115
Si, -0.0069, -0.0255, -0.0046
Si, -0.0035, 0.0287, -0.0051
Si, 0.0224, -0.0024, -0.0573
Si, -0.019, -0.0374, 0.104
Si, -0.007, 0.0207, -0.0146
Si, 0.0187, -0.0199, 0.0028
Si, 0.0222, 0.0201, -0.0029
O, -0.0044, 0.0177, 0.0083
O, -0.0036, 0.0105, 0.0017
O, 0.0326, -0.0103, -0.0083
O, 0.0104, 0.014, -0.0203
O, -0.0039, 0.0163, 0.0701
O, -0.0256, 0.0618, -0.0882
O, -0.0077, 0.0118, 0.0001
O, -0.0062, -0.0106, -0.0027
O, -0.0052, -0.0002, 0.0305
O, 0.0048, -0.0114, 0.0002
O, -0.0143, -0.0009, -0.0212
O, 0.0059, -0.0156, 0.0033
O, 0.0006, 0.0113, -0.0017
O, -0.0043, 0.0051, 0.0061
O, -0.001, -0.0364, 0.0072
O, -0.0063, 0.0006, 0.0057
O, -0.0165, -0.0045, -0.0205
O, 0.0318, -0.0076, 0.0713
O, -0.0017, 0.0009, -0.0028
O, 0.0199, -0.0513, 0.078
O, 0.0108, 0.0106, 0.003
O, 0.0031, 0.0018, -0.0025
O, 0.0106, -0.0078, 0.0137
O, -0.0097, -0.0081, -0.0153
O, -0.0126, 0.0192, 0.0009
O, 0.0012, 0.0106, 0.0069
O, -0.0342, -0.006, 0.0197
O, 0.0085, 0.0019, -0.0026
O, 0.0482, -0.0571, 0.0357
O, -0.0019, 0.0034, -0.0139
O, -0.0095, -0.0081, 0.0198
O, -0.0096, -0.004, 0.0011
O, -0.0111, -0.0022, -0.0031
O, -0.0067, -0.001, 0.0068
O, 0.0501, 0.0393, -0.0947
O, -0.0029, 0.0149, -0.0053
O, -0.0078, 0.0081, -0.0031
O, -0.003, 0.0084, 0.0024
O, 0.0043, 0.0055, 0.0092
O, -0.0002, -0.0071, -0.0046
O, 0.0024, 0.0041, -0.0148
O, -0.1577, 0.0444, -0.2144
O, -0.0135, -0.0066, -0.0112
O, -0.0194, -0.01, 0.0195
O, -0.0069, 0.0132, 0.0016
O, 0.0037, -0.0061, -0.0045
O, -0.0075, -0.0056, -0.0054
O, 0.0145, -0.009, -0.0104
O, -0.0092, 0.0202, 0.0022
O, -0.0045, -0.0072, -0.0007
O, -0.0236, -0.0083, 0.006
O, 0.0343, -0.0044, 0.0238
O, -0.0064, 0.0082, 0.0077
O, -0.0069, -0.0271, 0.0029
O, -0.0036, -0.0136, 0.0021
O, 0.0045, -0.0025, 0.0074
O, 0.0114, -0.0146, 0.0026
O, -0.0086, 0.0389, -0.0197
O, -0.0116, 0.0014, -0.0048
O, 0.0052, 0.0191, 0.0096
O, -0.0114, 0.0008, 0.0006
O, 0.0018, -0.0133, -0.0031
O, 0.0029, -0.0027, 0.0082
O, -0.0134, 0.0264, -0.0089
O, 0.0088, 0.0178, 0.0065
O, 0.0024, 0.0059, 0.0026
H, 0.1339, -0.0568, 0.226

The program warned: the cutoff lies below the one the program advises for these potential files; the forces do not sum to zero within the program's tolerance; the exchange-correlation potential is rough where the density is thin.
